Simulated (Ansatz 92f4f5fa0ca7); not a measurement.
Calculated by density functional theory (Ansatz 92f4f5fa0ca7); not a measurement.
Periodic cell of 254 atoms, Si144O106N4, from a study of silicon, its oxide and their interface. The atomic structure is a simulated model.
This geometry differs little from another in the collection (a relaxation step or a small displacement).

Settings
functional: r2SCAN
potential files: Ansatz PAW
basis: plane waves
wave-function cutoff: 800 eV
density cutoff ratio: 5
exchange-correlation grid ratio: 1
k mesh: 1 x 1 x 1, shifted by 0.5 0.5 0 of a step
self-consistency stop: 1e-10 eV per atom in the density residual
occupations: fixed
spin: none
net charge: 0

Cell vectors (angstrom)
a 10.887 0 0
b 0 10.887 0
c 0 0 36.2444

Atoms: element, x, y, z (angstrom)
Si -0.5596 0.5622 0.0733
Si 2.413 3.1551 0.0026
Si 0.0685 5.268 -0.0352
Si 2.6731 8.084 0.1743
Si 5.6757 -0.1592 0.0409
Si 8.1422 2.7019 0.4506
Si 5.9297 4.8746 0.0583
Si 7.9544 8.5744 0.0234
Si 1.2482 1.5292 1.2915
Si 4.0968 4.0941 1.3804
Si 1.2614 6.7541 1.4152
Si 4.0335 9.5923 1.3304
Si 6.7224 1.2886 1.5769
Si 9.5666 4.1557 1.5197
Si 6.8485 6.7935 1.1969
Si 9.4279 9.7091 1.4238
Si 0.0188 2.7836 2.8459
Si 2.6413 0.0949 2.6389
Si -0.0663 8.2405 2.6853
Si 2.729 5.4615 2.7583
Si 5.3309 2.6936 2.8055
Si 8.1177 0.0129 2.9224
Si 5.4228 8.1376 2.6277
Si 8.1593 5.5572 2.7373
Si 1.4065 4.1096 4.1615
Si 3.9917 1.3449 4.129
Si 1.3259 9.581 4.0304
Si 4.0851 6.8408 4.0761
Si 6.7762 4.1179 4.0441
Si 9.519 1.4076 4.1706
Si 6.7446 9.4595 4.1137
Si 9.5029 6.8836 4.1086
Si -0.0116 0.0133 5.4771
Si 2.7134 2.7184 5.52
Si -0.0018 5.4976 5.4384
Si 2.7017 8.2108 5.3947
Si 5.3911 -0.0313 5.4393
Si 8.132 2.7776 5.453
Si 5.4346 5.4467 5.4397
Si 8.1283 8.1714 5.498
Si 1.353 1.3555 6.8495
Si 4.1063 4.0756 6.8309
Si 1.3688 6.8432 6.7841
Si 4.0432 9.5204 6.8075
Si 6.7803 1.3568 6.7682
Si 9.5349 4.1083 6.793
Si 6.7971 6.7756 6.8263
Si 9.5022 9.5356 6.8317
Si 0.0007 2.7418 8.169
Si 2.7125 -0.013 8.1918
Si 0.0216 8.1917 8.1639
Si 2.7063 5.4381 8.1379
Si 5.4568 2.6837 8.1774
Si 8.1315 0.0208 8.1643
Si 5.3859 8.1214 8.136
Si 8.2061 5.4483 8.1702
Si 1.3912 4.0754 9.5423
Si 4.0775 1.3258 9.549
Si 1.3518 9.5438 9.5691
Si 4.0169 6.7859 9.5216
Si 6.8543 4.0561 9.4818
Si 9.5541 1.3568 9.5087
Si 6.7408 9.4877 9.4546
Si 9.6267 6.7754 9.5183
Si 0.0308 0.0484 10.9419
Si 2.7227 2.6876 10.9194
Si 0.1275 5.4596 10.9669
Si 2.6353 8.1138 10.9285
Si 5.3601 -0.1255 10.8842
Si 8.254 2.7454 10.8444
Si 5.4195 5.3838 10.7681
Si 8.1977 8.1632 10.7164
Si 1.3886 1.4016 12.4078
Si 4.1426 4.0288 12.2109
Si 1.4135 6.8098 12.4924
Si 3.9125 9.4239 12.3432
Si 6.862 1.2689 11.9855
Si 9.6713 4.0672 12.2617
Si 6.8398 6.7598 11.9635
Si 9.5109 9.4823 12.1289
Si 0.1257 2.866 13.8506
Si 2.4721 -0.1457 13.8602
Si -0.2876 8.1297 13.6982
Si 3.0499 5.4377 13.7685
Si 5.4899 2.4797 13.3478
Si 8.2106 0.0355 13.4007
Si 5.5344 8.0502 13.3797
Si 8.1389 5.4062 13.3634
Si 1.5193 4.4502 15.2115
Si 4.3965 0.9138 14.7144
Si 0.4653 9.7357 15.2453
Si 5.0607 6.2897 14.9144
Si 6.9952 3.7749 14.5582
Si 9.4025 1.4317 14.8594
Si 6.7986 9.5355 14.6254
Si 8.8034 7.0427 14.9297
Si 9.4491 -9.172 26.918
Si 10.4925 -4.4618 28.5137
Si 3.2373 2.0363 28.5622
Si -8.8821 18.8665 27.2734
Si 12.2328 -3.794 16.8174
Si 7.9085 13.4996 17.1657
Si 4.7541 7.7423 28.5679
Si 18.173 -6.9353 26.2657
Si 3.2189 13.5374 17.142
Si 4.4273 7.0349 17.6935
Si 28.4669 4.5409 21.5901
Si 24.8336 -0.0356 21.4966
Si 6.0555 0.3758 16.9629
Si 13.3169 -4.9518 20.5918
Si 22.086 4.8923 24.6956
Si -3.0802 -2.0447 24.4191
Si 17.1206 -33.9811 30.679
Si 16.0651 16.3142 30.3324
Si 2.8909 6.4091 24.6892
Si 8.6002 19.1098 19.3192
Si 28.3912 -3.7195 32.4927
Si 11.4923 1.3343 22.2516
Si 26.4066 4.4069 19.2817
Si 3.8285 7.8761 22.377
Si -1.3852 -10.2662 24.189
Si 2.9091 1.61 23.9388
Si -11.057 17.2143 19.4705
Si 7.3521 -10.561 28.5059
Si 12.8712 -1.7411 31.6211
Si 3.4704 11.2479 18.7514
Si -5.2147 9.5291 26.3841
Si 9.3611 3.133 22.668
Si -6.506 6.4188 34.3472
Si 4.9497 4.0602 24.2479
Si -1.8692 -0.1294 17.4065
Si 14.7416 -10.2877 31.2448
Si 0.0457 7.1296 31.3247
Si -19.0117 -15.4687 31.9653
Si -1.6195 -3.9507 33.9988
Si -1.9343 6.4907 26.0579
Si 27.7159 -7.8052 28.7228
Si 12.2459 -0.8313 34.5305
Si 8.5877 -5.2686 17.7699
Si 11.6467 -7.2312 27.5249
Si 14.1655 -13.1216 19.6499
Si 3.7004 -20.6086 34.3489
Si 6.9541 -3.2353 21.7214
Si 13.6899 -0.1483 26.4608
O -5.7924 6.2074 28.9124
O -0.0077 -0.0715 34.9083
O 5.3499 -3.5074 33.478
O 10.2302 4.1634 23.6038
O 15.0449 5.391 24.7377
O -12.6461 -4.3522 27.6612
O 3.8041 7.2236 35.607
O 8.8162 -21.1411 27.9279
O 3.7095 -9.6716 32.734
O 6.7738 -1.2726 35.7554
O 10.0934 -5.0449 34.8997
O 5.5129 -2.7478 27.1991
O 3.1663 8.0061 28.4044
O -2.9277 7.0179 18.3889
O 3.1371 -5.0117 33.4719
O 2.1116 14.5461 16.5389
O 1.0839 8.6243 16.3139
O 4.9939 5.7765 18.5237
O 3.2115 17.3182 21.9073
O 2.6351 10.9669 34.8827
O 3.2285 4.6346 20.0859
O 4.8547 10.9496 17.9928
O 22.6056 5.6576 20.5688
O 4.5906 8.2796 18.7385
O 7.8041 15.0568 17.6945
O 6.7378 -9.167 29.0501
O 34.7784 -7.7354 28.233
O 2.5418 1.4593 18.0209
N 5.6165 10.7188 15.3922
O 8.518 -11.5135 24.2399
O 24.3602 20.764 18.8514
O 14.7446 11.6102 20.2946
O 5.25 -13.1131 29.7841
O -3.4431 -0.4682 17.0815
N 10.0835 -0.0182 15.9842
O -4.9353 15.8058 15.2855
O 21.2369 -4.7922 25.3632
O 13.9081 7.9148 31.8503
O 1.5023 0.4354 21.26
O 3.5455 0.4632 22.9591
O 0.8968 5.8783 15.8091
O 7.8042 8.3232 15.3009
O 29.2407 -13.2222 20.4557
O -5.4634 -13.8906 22.1723
O 13.294 0.9127 25.3079
O 14.898 1.9447 15.9409
O 9.8435 7.5255 20.1296
O 10.5671 13.374 27.7638
O 17.3339 1.9202 17.3157
O 18.999 3.7835 21.8695
O -1.8509 6.1205 16.2886
O -1.1326 -5.6925 18.8321
O 13.6378 -0.5372 30.9035
O 6.2397 6.1205 31.3221
O -6.601 14.2193 18.1431
N 19.1069 2.689 15.4791
N 14.2036 -1.7372 21.3176
O 19.8288 12.379 17.8475
O 30.5298 -8.9429 23.6027
O -5.1952 -17.4012 22.8469
O 8.3864 2.7708 26.2968
O 13.4001 -3.6395 19.6555
O 14.5796 -5.422 30.9613
O -1.6624 20.4371 18.5333
O -19.324 6.8752 26.1728
O 7.846 -4.3841 33.3239
O 21.3006 2.391 21.6464
O 18.7513 5.3514 25.7077
O 2.9107 6.8626 17.1271
O -2.351 -13.8263 25.5406
O 5.8636 -6.8715 20.2772
O 22.2722 -14.7973 18.1624
O 11.1889 4.9885 28.2972
O 12.709 -1.4323 26.6073
O 4.2547 -11.5858 26.0662
O 6.4967 -11.1807 27.2779
O 1.5572 -2.1876 35.378
O 1.2699 4.2363 35.7191
O -4.8252 3.5762 25.3045
O -0.8198 -4.2783 30.0678
O -3.0625 -13.7348 23.0261
O 5.3329 -0.0751 31.2043
O 1.3523 9.7183 32.9783
O 14.4436 -9.1369 30.1353
O 16.1178 7.1678 16.3082
O -0.7373 -3.5147 32.7111
O 12.5104 16.4856 24.0412
O -7.5498 7.8053 23.9268
O 6.7855 4.0876 27.7881
O 7.0815 -7.1448 35.9339
O -0.1685 0.2654 23.1929
O 11.7183 -17.8544 25.9095
O 7.1037 6.0872 21.3547
O 10.0864 0.9319 25.6608
O 16.0079 0.6941 34.9838
O 6.9023 -2.2517 31.8307
O 22.4983 -2.3638 30.8248
O 3.9347 2.8153 24.1434
O 18.2971 10.1733 29.7407
O 17.211 -12.5967 24.9567
O 11.514 -14.2115 27.9872
O 12.0995 -4.8549 31.622
O 3.1943 -8.2955 34.9134
O -8.0504 11.5191 27.874
O -9.2745 2.2154 23.1807
O 16.5089 -6.9872 30.0756
O 9.175 1.6724 35.8709
O 8.8868 -13.602 34.9729
O 5.2739 -16.5959 34.8384
O 4.5964 -19.1253 27.9345

Results
free energy: -154109.209 eV
free energy less fixed offsets of N -386.36, O -570.45, Si -639.56 eV per atom: 0.571 eV

Forces (eV/angstrom), in the order of the atoms: element, x, y, z
Si 0.0035 -0.0114 -0.0597
Si 0.0086 -0.0016 -0.0519
Si -0.014 0.0057 -0.0656
Si 0.0081 -0.005 -0.0586
Si -0.0061 0.0048 -0.0558
Si 0.0002 0.001 -0.0322
Si -0.0088 0.0049 -0.0585
Si 0.0136 -0.0048 -0.0553
Si -0.0028 0.002 0.0032
Si 0.0007 -0.0011 0.0071
Si -0.0048 -0.001 -0.0004
Si 0.0017 0.0009 0.0001
Si -0.0019 -0.0016 -0.0001
Si -0.0016 0.0003 -0.0028
Si -0.0002 -0.0011 0.0035
Si -0.0017 0.0013 -0.0008
Si 0.003 -0.0045 0.0032
Si -0.0028 -0.0001 0
Si -0.0021 -0.0002 -0.001
Si -0.0014 -0.0011 -0.0017
Si -0.0036 0.0055 0.0022
Si 0.0018 -0.0018 0.0057
Si -0.0012 -0.0048 -0.0013
Si -0.0055 0.0037 0.0022
Si -0.001 -0.0008 0.004
Si -0.0031 0.0004 -0.0009
Si -0.0018 0.0011 0.0002
Si 0.0011 -0.0026 -0.0003
Si 0 -0.0016 -0.0018
Si -0.0032 0.0038 0.0022
Si -0.0015 -0.0015 -0.0011
Si -0.0032 -0.001 -0.0007
Si -0.0018 -0.0003 -0.0008
Si -0.0031 -0.0007 0.002
Si -0.0042 -0.0026 0.0002
Si -0.0024 0.0009 -0.0011
Si -0.0013 -0.0005 -0.0003
Si 0.0003 0.0005 0.0006
Si -0.0025 -0.0003 0.0002
Si 0.002 -0.0016 0.0001
Si -0.0027 -0.0003 0.0004
Si -0.001 0.0005 -0.001
Si -0.0028 -0.002 -0.0011
Si -0.0008 -0.0002 -0.0002
Si -0.0013 0.0003 0.0002
Si -0.0015 0.0011 -0.0002
Si -0.0032 -0.0008 -0.002
Si -0.0003 -0.0005 -0.0007
Si -0.0016 -0.0006 0.0002
Si -0.0033 -0.0013 0.0018
Si -0.0003 -0.0008 0.0005
Si -0.0031 -0.0001 -0.0009
Si -0.0022 -0.002 -0.0008
Si 0.0006 0.0008 0.0003
Si -0.0016 -0.0014 -0.0004
Si -0.0008 0.0015 -0.0007
Si -0.0015 -0.0026 0.0007
Si -0.0017 0.0035 -0.0033
Si -0.005 0.0007 -0.0012
Si 0.0009 0.0007 0.0019
Si -0.0035 -0.0008 -0.0013
Si 0.0037 -0.0023 0.0004
Si 0.0039 0.0035 -0.0012
Si -0.0025 -0.0025 0.0017
Si 0.0015 0.0023 -0.0006
Si -0.0041 -0.0011 -0.0006
Si 0.001 0.0012 0.0002
Si -0.0023 0.0046 -0.0019
Si -0.0009 -0.0024 0.0038
Si -0.0011 -0.0013 0.0027
Si -0.0016 -0.0069 0
Si -0.0019 0.0038 -0.0017
Si -0.0003 -0.0002 -0.0033
Si -0.0005 0.0026 0.003
Si -0.0043 -0.0019 0.0022
Si 0.0012 0.0013 0.002
Si -0.0057 -0.004 -0.0053
Si 0.0032 -0.0033 0.0008
Si 0.0048 -0.0035 -0.0052
Si 0.0037 -0.0048 0
Si -0.0005 -0.0043 0.0014
Si -0.0021 0.0029 -0.0002
Si 0.0079 -0.0086 -0.0121
Si -0.0028 0.0063 -0.0017
Si -0.002 0.0035 0.0017
Si -0.0026 0.0074 -0.0043
Si -0.0003 0.0042 0.0052
Si -0.0093 -0.0002 -0.0013
Si 0.0029 0.0229 0.0912
Si -0.0115 0.0079 0.0649
Si 0.0069 -0.0245 0.0671
Si 0.0096 0.0101 0.0713
Si -0.0013 -0.0057 0.0322
Si -0.0076 -0.0141 0.0446
Si -0.0028 0.0249 0.0636
Si -0.0144 -0.02 0.0818
Si 0.0024 0.0043 -0.021
Si 0.0052 -0.0124 -0.0878
Si -0.0113 0.0071 -0.0779
Si 0.0021 0.0014 -0.0375
Si 0.0073 -0.0106 0.1279
Si -0.0112 0.0117 0.0972
Si -0.0057 0.0084 -0.0658
Si 0.012 -0.003 -0.0158
Si 0.0103 -0.0099 0.1256
Si -0.0092 -0.0014 0.1492
Si 0.0178 -0.0016 0.0963
Si -0.0242 0.0045 0.0915
Si -0.0281 0.0108 0.125
Si 0.0141 0.0034 0.0846
Si 0.0024 0.0071 0.0198
Si 0.0009 0.0134 0.0367
Si 0.001 0.0115 -0.1
Si 0.006 -0.025 -0.1008
Si -0.0043 -0.0139 0.0188
Si -0.0197 -0.0194 0.1203
Si -0.0044 0.0133 -0.1277
Si -0.0081 0.0074 0.065
Si 0.0057 0.0112 0.1236
Si 0.012 -0.0085 0.0647
Si -0.0036 -0.0019 0.0269
Si 0.0024 0.0147 0.0328
Si 0.0102 -0.0025 0.1114
Si 0.0074 0.0133 -0.0619
Si 0.0117 -0.0152 -0.1114
Si -0.0196 -0.0197 0.1247
Si -0.0024 0.0085 -0.0145
Si 0.0105 -0.0087 0.0602
Si -0.0187 0.0164 -0.1321
Si -0.0095 -0.0072 0.0369
Si -0.0163 -0.0194 0.1149
Si 0.0179 0.0001 -0.1305
Si 0.0035 -0.0101 -0.1205
Si -0.0047 -0.004 -0.1155
Si -0.0099 0.006 -0.1405
Si 0.0002 -0.0012 -0.023
Si 0.0147 -0.0111 -0.061
Si 0.0167 -0.0046 -0.1198
Si 0.0028 0.0118 0.1378
Si -0.01 -0.0072 -0.0287
Si -0.0181 0.0017 0.1107
Si -0.0104 -0.0114 -0.1451
Si -0.0137 -0.0102 0.0882
Si 0.0044 -0.0034 -0.0185
O 0.0016 -0.0123 0.0457
O -0.0215 0.0127 0.0719
O -0.0252 -0.013 0.0694
O -0.0069 -0.0073 -0.024
O 0.0033 -0.0003 -0.0087
O 0.0096 0.0038 0.019
O -0.0148 0.0178 0.0626
O -0.0071 -0.0069 0.0218
O -0.008 0.0127 0.1054
O -0.0027 0.004 0.0233
O 0.0278 -0.0313 0.0675
O 0.0057 -0.0049 0.0318
O 0.0195 -0.0041 0.0297
O 0.0018 -0.026 -0.0707
O 0.0302 0.0036 0.0775
O -0.0238 0.0173 -0.0647
O -0.0189 0.0409 -0.0565
O -0.0045 0.027 -0.0601
O -0.0192 -0.0111 -0.0544
O -0.0108 0.0023 0.0405
O 0.0156 -0.0093 -0.0439
O 0.0534 0.0048 -0.073
O -0.0143 0.0065 -0.0409
O 0.021 -0.018 -0.0615
O 0.0016 -0.0214 -0.0437
O -0.0059 0.0003 0.0191
O 0.0146 -0.0043 0.0218
O 0.0032 0.0295 -0.066
N 0.0114 -0.0265 -0.0879
O -0.0003 -0.003 -0.0114
O -0.0003 0.0136 -0.0492
O 0.011 0.0074 -0.0724
O 0.0148 0.0162 0.0453
O -0.0146 -0.0083 -0.0491
N 0.0135 0.0139 -0.0803
O 0.0058 -0.0056 -0.0356
O -0.0002 -0.0017 0.0016
O -0.0006 -0.0073 0.0464
O 0.0205 -0.0134 -0.0356
O 0.0087 -0.0174 -0.0411
O 0.0049 -0.0339 -0.06
O -0.0065 0.0027 -0.0341
O 0.0253 0.0117 -0.0685
O 0.0042 0.0003 -0.0301
O 0.0099 -0.0002 -0.0022
O 0.0091 -0.0339 -0.0864
O -0.0019 -0.0039 -0.0416
O 0.0088 0.0002 0.0097
O 0.0121 -0.0041 -0.0357
O -0.0158 0.0097 -0.0327
O 0.0044 0.0319 -0.1099
O -0.0231 -0.0036 -0.0543
O -0.0117 -0.0097 0.0439
O 0.0203 0.0274 0.0713
O -0.0242 -0.0295 -0.0733
N 0.0006 -0.0002 -0.0734
N 0.0036 0.0006 -0.0618
O 0.0024 0.0009 -0.0483
O 0.0029 0.0106 -0.0165
O 0.0192 0.0038 -0.0483
O 0 -0.0011 0.0095
O 0.0066 0.009 -0.0508
O -0.0288 0.0206 0.0566
O 0.0083 0.0474 -0.069
O 0.0008 0.0068 0.0085
O 0.0283 -0.0055 0.0631
O 0.0058 0.0013 -0.0287
O 0.0016 0.0001 0.0023
O -0.0226 -0.0071 -0.0539
O -0.0004 -0.004 -0.0024
O -0.03 -0.0046 -0.0665
O 0.0282 0.0135 -0.0954
O -0.0082 0.016 0.0213
O 0.0045 -0.0028 0.0113
O 0.0033 -0.0028 0.0082
O 0.0093 0.0027 0.025
O 0.01 -0.0182 0.0497
O -0.0016 0.0009 0.0208
O -0.0014 0.0034 -0.0031
O 0.0027 0.0131 0.0706
O -0.0067 -0.0104 -0.0476
O -0.0199 0.0096 0.0432
O -0.0148 0.0247 0.0929
O 0.0065 -0.0227 0.0731
O 0.0136 -0.0141 -0.095
O -0.032 -0.0025 0.0902
O 0.0062 0.0016 -0.0084
O 0.0073 0.0072 -0.0355
O -0.0117 -0.0026 0.0288
O 0.0053 -0.0035 0.0111
O 0.0115 0.0069 -0.0214
O 0.0025 -0.0005 0.0081
O 0.0016 0.0022 -0.0268
O -0.0032 -0.0033 -0.0007
O 0.0215 -0.0163 0.0556
O 0.0099 -0.0324 0.0599
O 0.0086 0.0053 0.0387
O 0.0028 -0.0045 -0.0088
O -0.011 -0.0182 0.0497
O 0.003 -0.0051 -0.0013
O -0.0058 -0.0085 0.0285
O 0.0093 0.0006 0.0375
O -0.0163 0.0224 0.0563
O 0.0036 0.0122 0.0252
O -0.0016 -0.0071 -0.0199
O -0.007 0.0231 0.0425
O -0.0027 0.003 0.0321
O -0.0193 0.0225 0.0688
O 0.0176 -0.0232 0.0742
O 0.0011 -0.0001 0.0238

The program warned: the cutoff lies below the one the program advises for these potential files; the forces do not sum to zero within the program's tolerance; empty levels may hold ghost states of the PAW files; the exchange-correlation potential is rough where the density is thin.
